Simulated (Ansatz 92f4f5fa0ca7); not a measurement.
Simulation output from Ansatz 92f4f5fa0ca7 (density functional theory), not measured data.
Periodic cell of 222 atoms, Si131O89As2, from a study of silicon, its oxide and their interface. The atomic structure is a simulated model.

Settings: functional PBE; potential files Ansatz PAW; basis plane waves; wave-function cutoff 700 eV; density cutoff ratio 5; exchange-correlation grid ratio 1; k mesh 2 x 2 x 1, shifted by 0.5 0.5 0.5 of a step; self-consistency stop 5e-08 eV per atom in the density residual; occupations fixed; spin none; net charge 0.

Cell vectors (angstrom)
a, 10.938, 0, 0
b, 0, 10.938, 0
c, 0, 0, 32.1988

Atoms: element, x, y, z (angstrom)
Si, 10.7334, 0.1477, 24.83
Si, 5.7206, 10.6308, 24.7402
Si, 2.5022, 2.9352, 24.6669
Si, 8.5379, 2.3755, 24.7039
Si, 0.3388, 5.235, 24.7073
Si, 5.232, 5.6687, 24.7854
As, 2.9089, 8.0116, 24.5494
Si, 7.9429, 8.412, 24.7737
Si, 1.3651, 1.3855, 26.0552
Si, 6.8955, 1.2931, 26.0423
Si, 4.0726, 4.0675, 26.0497
Si, 9.6413, 4.0529, 25.9831
Si, 1.4728, 6.7799, 26.0986
Si, 6.805, 6.8321, 26.0903
Si, 4.1407, 9.4753, 26.0782
Si, 9.5262, 9.5467, 26.1138
Si, 2.7497, -0.0224, 27.3658
Si, 8.2026, -0.0282, 27.5042
Si, 0.0214, 2.7361, 27.4548
Si, 5.4968, 2.6992, 27.3573
Si, 2.772, 5.4199, 27.4997
Si, 8.2351, 5.4276, 27.345
Si, 0.0264, 8.1681, 27.3874
Si, 5.4793, 8.1699, 27.51
Si, 4.1236, 1.3422, 28.7459
Si, 9.5825, 1.3684, 28.8115
Si, 1.3703, 4.0852, 28.8313
Si, 6.8533, 4.0838, 28.7391
Si, 4.1099, 6.8118, 28.8476
Si, 9.5883, 6.7962, 28.7481
Si, 1.3757, 9.563, 28.7557
Si, 6.8359, 9.5548, 28.8486
Si, 0.0125, -0.0105, 30.1477
Si, 5.4656, 0.0006, 30.1631
Si, 2.7556, 2.7097, 30.1454
Si, 8.202, 2.7354, 30.1481
Si, 0.0035, 5.4639, 30.1595
Si, 5.4968, 5.4423, 30.1542
Si, 2.7271, 8.2059, 30.1545
Si, 8.2303, 8.174, 30.1479
Si, 1.3673, 1.3673, 31.515
Si, 6.8362, 1.3673, 31.515
Si, 4.1018, 4.1018, 31.515
Si, 9.5708, 4.1018, 31.515
Si, 1.3673, 6.8362, 31.515
Si, 6.8362, 6.8362, 31.515
Si, 4.1018, 9.5708, 31.515
Si, 9.5708, 9.5708, 31.515
Si, 2.7345, 0, 0.6835
Si, 8.2035, 0, 0.6835
Si, 0, 2.7345, 0.6835
Si, 5.469, 2.7345, 0.6835
Si, 2.7345, 5.469, 0.6835
Si, 8.2035, 5.469, 0.6835
Si, 0, 8.2035, 0.6835
Si, 5.469, 8.2035, 0.6835
Si, 4.1063, 1.3747, 2.0509
Si, 9.553, 1.3696, 2.0467
Si, 1.3517, 4.1372, 2.0299
Si, 6.8334, 4.0999, 2.0518
Si, 4.0887, 6.8422, 2.048
Si, 9.5633, 6.8495, 2.0468
Si, 1.3682, 9.5631, 2.0461
Si, 6.8125, 9.6074, 2.0422
Si, -0.0236, -0.0156, 3.3781
Si, 5.4681, 0.0289, 3.4595
Si, 2.7516, 2.8023, 3.3533
Si, 8.1715, 2.7153, 3.437
Si, -0.0002, 5.4973, 3.4246
Si, 5.4595, 5.4791, 3.3936
Si, 2.7457, 8.2245, 3.437
Si, 8.1844, 8.2441, 3.3671
Si, 1.3508, 1.4298, 4.6166
Si, 6.8134, 1.3784, 4.89
Si, 4.121, 4.1132, 4.7862
Si, 9.54, 4.1149, 4.7475
Si, 1.3787, 6.8626, 4.8059
Si, 6.7802, 6.9225, 4.7046
Si, 4.0977, 9.608, 4.8294
Si, 9.5248, 9.5794, 4.7705
Si, 2.7024, 0.1493, 6.0291
Si, 8.1674, -0.0348, 6.2405
Si, -0.0213, 2.7029, 6.0337
Si, 5.4315, 2.7528, 6.2683
Si, 2.7755, 5.5075, 6.157
Si, 8.1239, 5.5197, 6.0054
Si, -0.0299, 8.2191, 6.1368
Si, 5.4756, 8.2478, 6.2122
Si, 3.7779, 1.6133, 7.5724
Si, 9.7891, 1.1647, 7.4397
Si, 1.5783, 3.8434, 7.2871
Si, 6.5972, 4.4579, 7.4335
Si, 4.3508, 6.6642, 7.5343
Si, 9.2994, 6.9968, 7.3691
Si, 1.0986, 9.9595, 7.2604
Si, 7.0973, 9.2678, 7.6338
O, 8.2556, 8.1377, 7.9025
O, 2.6653, 2.781, 7.9246
O, 9.6428, 1.2378, 24.1884
O, 4.1693, 6.7406, 24.1145
O, -0.0125, 0.0572, 7.9438
O, 5.477, 5.5437, 8.0113
O, 6.8472, 9.5292, 24.2132
O, 1.4153, 4.0879, 24.1605
O, 3.7944, 7.4039, 8.9286
O, 0.7764, 4.4338, 8.5819
O, 9.7421, 6.2034, 8.7507
O, 2.1073, 9.4318, 8.4418
O, 7.4731, 3.9669, 8.7391
O, 4.1834, 0.976, 9.0491
O, 6.626, 9.6129, 9.1723
O, 9.1374, 1.869, 8.7829
O, 7.8747, 3.0215, 23.3434
O, 10.7056, 6.0224, 23.3778
O, 5.0196, 0.3366, 23.3949
O, 5.9993, 4.9215, 23.5377
O, 3.1392, 2.2255, 23.3126
O, 8.6087, 7.6741, 23.4707
O, 0.6847, 10.1837, 23.7692
Si, 4.3833, 1.541, 22.494
Si, 3.3741, 8.0525, 13.9694
Si, 6.9731, 1.0723, 14.6157
As, 1.1466, 9.4498, 22.1925
Si, 1.0704, 4.3842, 11.8334
Si, 6.1469, 9.0741, 15.2701
Si, 0.5447, 1.4528, 12.2439
Si, 8.4925, 5.0618, 20.4883
Si, 0.2613, 5.7765, 9.3126
Si, 4.9353, 3.2138, 17.9232
Si, 0.7392, 3.9082, 16.6494
Si, 10.2555, 3.0738, 19.0786
Si, 5.1918, 1.2528, 10.3217
Si, 0.6458, 0.4316, 19.737
Si, 6.5377, 9.5282, 10.8102
Si, 9.1653, 9.8249, 18.2188
Si, 9.2779, 9.3275, 12.4902
Si, 6.6321, 3.7656, 22.5926
Si, 2.3789, 8.1195, 9.3419
Si, 10.4476, 7.5036, 17.0375
Si, 2.3676, 6.4307, 16.5237
Si, 10.0373, 4.6001, 14.1091
Si, 5.979, 9.2882, 18.4641
Si, 7.895, 2.6153, 9.5318
Si, 8.7487, 2.2321, 12.4061
Si, 5.1755, 6.3587, 18.0437
Si, 3.7741, 0.6419, 19.478
Si, 4.169, 3.9074, 12.0202
Si, 5.4133, 6.687, 12.1011
Si, 7.8415, 2.6635, 17.1467
Si, 4.2038, 2.5574, 14.941
Si, 1.3768, 1.33, 15.2241
Si, 1.4539, 9.5018, 11.9773
Si, 7.9183, 6.9605, 13.8173
Si, 10.2183, 9.9388, 15.4144
Si, 9.8063, 7.0941, 22.5292
Si, 7.9472, 5.64, 17.3962
O, 5.9358, 8.0323, 11.2466
O, 5.8524, 9.2915, 16.8455
O, 7.5278, 1.4732, 13.1405
O, 0.7617, 1.8422, 13.8119
O, 9.2668, 6.4056, 16.8601
O, 6.6158, 6.3016, 13.1208
O, 4.9729, 4.7633, 18.5687
O, 9.0837, 2.347, 18.1674
O, 2.2029, 0.1486, 19.178
O, 9.1727, 10.3083, 16.6356
O, 2.679, 4.4881, 11.6683
O, 4.9018, 10.4186, 19.0547
O, 9.2858, 3.3424, 13.4356
O, 0.3967, 2.0357, 19.6941
O, 2.9943, 1.4436, 15.0385
O, 8.0037, 5.5389, 19.0172
O, 3.7315, 6.7129, 17.3705
O, 4.3987, 3.3502, 16.3692
O, 8.9368, 5.781, 14.2496
O, 5.5045, 2.6735, 22.1703
O, 10.5056, 4.2689, 15.6104
O, 0.1611, 4.1342, 18.1557
O, 10.2544, 10.766, 18.9861
O, 9.528, 10.1158, 13.9375
O, 10.6906, 8.325, 21.9351
O, 1.045, 2.3162, 16.477
O, 9.6057, 3.882, 20.3298
O, 7.9386, 4.2021, 16.6417
O, -0.1538, 9.1714, 11.8311
O, 6.4276, 2.5243, 17.9576
O, 5.4828, 10.7829, 11.1598
O, 7.5895, 9.7102, 18.774
O, 9.8947, 1.1067, 12.0233
O, 1.2304, 7.0341, 9.0062
O, 0.5024, 4.8508, 13.295
O, 5.5387, 7.7379, 18.9619
O, 5.1189, 5.1633, 11.4961
O, 2.5957, 7.1428, 15.0793
O, 0.7751, 2.8273, 11.4102
O, 0.6768, 10.818, 15.5354
O, 2.3033, 8.6605, 10.8675
O, 4.6092, 2.5028, 11.2457
O, 4.1201, 3.5866, 13.6521
O, 2.0612, 4.8269, 16.3678
O, 10.5727, 8.3608, 15.6429
O, 6.8261, 10.4025, 14.644
O, 2.2245, 9.074, 13.3685
O, 7.8813, 1.6879, 15.8361
O, 3.9911, 7.0917, 12.8031
O, 4.0224, 2.1035, 18.7388
O, 7.1832, 4.4724, 21.245
O, 8.3094, 3.0101, 11.0507
O, 1.0349, 6.9878, 17.3125
O, 5.4907, 1.6427, 14.7279
O, 8.0261, 9.8444, 11.511
O, 9.1238, 6.3258, 21.2746
O, 8.8182, 7.8071, 12.7839
O, 1.5172, 0.209, 11.8126
O, 6.4826, 6.2992, 17.0448
O, 7.2833, 7.915, 14.9964
O, 0.5222, 10.8549, 21.2766
O, 9.9135, 8.3719, 18.3057
O, 3.8687, 0.8814, 21.0984
O, 0.2538, 5.4279, 10.8851
O, 6.6069, 1.6364, 9.6045
O, 4.6751, 8.8262, 14.5939

Results
free energy: -143621.642 eV
free energy less fixed offsets of As -4857.07, O -569.03, Si -635.61 eV per atom: 1.078 eV

Forces (eV/angstrom), in the order of the atoms: element, x, y, z
Si, -0.0013, -0.0009, -0.0275
Si, 0.0204, -0.0101, -0.0457
Si, -0.0063, 0.0125, -0.0337
Si, 0.0072, -0.0258, -0.044
Si, 0.0136, -0.0074, -0.0529
Si, 0.0053, -0.0012, -0.0311
As, 0.0171, -0.0298, 0.0314
Si, -0.0082, 0.0134, -0.0224
Si, 0.0023, 0.0068, 0.0042
Si, -0.0012, -0.0111, 0.0046
Si, -0.0158, 0.0055, 0.0077
Si, 0.0162, 0.0008, 0.008
Si, 0.0096, 0.014, -0.0073
Si, -0.0021, 0.0175, 0.0044
Si, -0.0046, -0.0121, -0.0106
Si, -0.0101, 0.007, 0.0039
Si, -0.0051, 0.0015, -0.0069
Si, 0.0028, 0.0037, -0.0068
Si, -0.004, -0.0036, -0.0044
Si, 0.0003, -0.0024, 0.0052
Si, 0.0124, -0.0151, -0.0108
Si, 0.0051, -0.0059, 0.007
Si, -0.004, 0.0067, -0.014
Si, 0.0182, -0.0089, -0.0078
Si, 0.0007, 0.0056, -0.0079
Si, -0.005, 0.0053, -0.0233
Si, -0.0105, -0.0013, -0.0062
Si, 0.0048, -0.0067, -0.0173
Si, -0.0081, 0.0051, -0.0174
Si, -0.0043, -0.0052, -0.007
Si, 0.0014, -0.0037, -0.0132
Si, -0.0062, 0.0064, -0.0112
Si, 0.0092, -0.0088, -0.0012
Si, -0.0077, 0.011, 0.0001
Si, 0.015, -0.0093, 0.0048
Si, -0.0056, 0.0033, 0
Si, -0.0134, 0.0085, 0.0003
Si, 0.0145, -0.012, -0.0024
Si, -0.0031, 0.0052, -0.0037
Si, 0.0071, -0.0131, 0.0048
Si, 0.109, -0.0996, 0.0298
Si, 0.0161, 0.078, 0.0254
Si, 0.0932, -0.1492, 0.0205
Si, -0.064, 0.0176, 0.0375
Si, -0.0447, 0.0487, 0.0415
Si, 0.1397, -0.106, 0.0589
Si, -0.0915, -0.0051, 0.0651
Si, 0.0937, -0.0917, 0.0033
Si, 0.0057, 0.0025, 0.0706
Si, -0.1065, 0.0956, -0.1696
Si, -0.0971, 0.0471, -0.0024
Si, 0.0369, -0.0082, -0.028
Si, -0.0741, 0.2086, -0.2123
Si, 0.0337, -0.0471, 0.0558
Si, 0.0528, -0.0511, -0.0498
Si, -0.0809, 0.0795, -0.0065
Si, 0.0069, -0.01, 0.0029
Si, -0.0106, 0.0127, -0.0007
Si, -0.0051, 0.0078, 0.0007
Si, 0.0053, -0.0038, 0.003
Si, -0.0131, 0.0121, 0.0023
Si, 0.0042, -0.0066, 0.0038
Si, 0.0057, -0.0041, 0.0022
Si, -0.0064, 0.0087, -0.0007
Si, -0.0168, -0.0167, 0.0218
Si, 0.0048, 0.0027, 0.0047
Si, 0.014, 0.0078, 0.0178
Si, -0.012, -0.0112, 0.0178
Si, 0.0065, 0.0017, 0.0163
Si, -0.0122, -0.0143, 0.0129
Si, -0.002, -0.0022, 0.0181
Si, 0.0109, 0.0044, 0.0141
Si, 0.0038, -0.0029, -0.0014
Si, 0.0008, 0.0015, -0.0077
Si, -0.0032, -0.0001, 0.005
Si, -0.0009, -0.0026, 0.0082
Si, -0.0034, 0.0003, -0.0026
Si, -0.0068, 0.0075, 0.0083
Si, 0.009, -0.0142, -0.0011
Si, -0.0105, 0.0013, 0.0056
Si, 0.0139, 0.0153, 0.0129
Si, -0.0033, 0.0026, -0.015
Si, -0.0014, -0.0131, 0.0086
Si, -0.0071, 0.0055, -0.0224
Si, 0.0134, 0.0111, -0.0054
Si, 0.0143, -0.009, 0.0054
Si, -0.007, 0.0146, -0.0122
Si, 0.0055, 0.0003, -0.0204
Si, -0.0407, 0.0054, 0.035
Si, 0.0237, -0.0057, 0.0331
Si, 0.0039, -0.0205, 0.0296
Si, 0.0074, 0.0382, 0.0379
Si, 0.0136, -0.0085, 0.0383
Si, -0.0266, 0.0008, 0.0266
Si, -0.0006, 0.0282, 0.0285
Si, 0.024, -0.0304, 0.0469
O, -0.0109, 0.003, 0.021
O, 0.0106, -0.0119, 0.021
O, -0.0007, 0.0218, -0.0161
O, -0.0137, 0.0151, -0.0056
O, -0.0011, 0.0053, 0.019
O, -0.0038, 0.0001, 0.0152
O, -0.0058, -0.0044, -0.0247
O, -0.0011, -0.0066, -0.0141
O, -0.0013, -0.0057, -0.0149
O, 0.0065, 0.013, -0.0065
O, 0.0148, 0.0016, -0.0069
O, -0.0178, -0.0252, 0.0051
O, -0.0121, -0.0202, -0.0042
O, 0.0064, 0.019, -0.0088
O, 0.0024, -0.01, -0.0057
O, -0.0104, 0.0028, -0.0058
O, -0.0016, -0.0025, 0.0104
O, -0.0088, -0.0083, 0.0084
O, 0.0007, 0.0202, -0.0012
O, -0.0038, -0.005, 0.0069
O, 0.0084, 0.0052, 0.008
O, 0.0112, 0.005, -0.0038
O, -0.0213, 0.0013, -0.0075
Si, 0.0066, -0.0048, 0.0085
Si, -0.005, -0.0012, -0.0006
Si, 0.0028, -0.0013, -0.0023
As, -0.0185, 0.0175, 0.0073
Si, -0.0014, 0.0051, -0.0052
Si, 0.0017, -0.0009, -0.0006
Si, 0.003, -0.0017, -0.0097
Si, 0.0006, 0.0028, 0.0011
Si, 0.0076, 0.0088, -0.0064
Si, -0.0021, 0.0002, -0.0025
Si, 0.0006, 0.0045, -0.0003
Si, -0.0001, 0.0047, 0.0042
Si, 0.0066, 0.0055, -0.0069
Si, -0.0004, 0.0016, 0.0097
Si, 0.0099, 0.0001, 0.0025
Si, 0.0019, -0.0032, -0.0041
Si, 0.0018, -0.0003, -0.005
Si, -0.0022, -0.001, -0.0115
Si, -0.0132, -0.0026, -0.0095
Si, -0.0062, 0.0047, -0.0019
Si, 0.0018, -0.0009, -0.0042
Si, 0.0003, 0.0012, 0.0029
Si, 0.0032, -0.0074, -0.0065
Si, -0.0003, -0.0018, -0.0031
Si, 0.0002, -0.0022, -0.0061
Si, 0.0026, 0.001, 0.0052
Si, -0.0035, 0.005, 0.0127
Si, -0.0098, 0.0043, 0.0029
Si, -0.0023, -0.0022, 0.003
Si, 0.0015, -0.0028, -0.0016
Si, -0.003, 0.0035, -0.0001
Si, 0.0013, -0.0015, 0.0022
Si, 0.0032, -0.0006, -0.0032
Si, 0.0007, -0.0052, 0.0031
Si, -0.0004, -0.0004, -0.0033
Si, -0.006, 0.0029, 0.0169
Si, -0.0022, -0.0064, 0.0012
O, -0.0049, 0.0085, 0.0063
O, 0.0098, -0.0033, 0.009
O, 0.0148, 0.0004, 0.0053
O, 0.0061, -0.0211, -0.0033
O, -0.0038, -0.001, 0.0008
O, 0.0128, 0.0201, 0.0014
O, 0, -0.002, -0.0128
O, -0.0015, 0.0287, 0.0015
O, 0.0006, 0.0077, 0.0125
O, 0.023, -0.0156, 0.0131
O, -0.0046, -0.0023, 0.0128
O, -0.0066, -0.0005, -0.0058
O, 0.0077, 0.004, -0.0045
O, -0.0063, -0.002, -0.0045
O, 0.0004, 0.019, 0.0032
O, 0.0086, -0.0087, -0.0099
O, -0.0105, -0.0051, -0.0072
O, 0.0101, -0.019, 0.011
O, -0.0049, -0.0106, 0.0016
O, -0.0067, -0.0046, 0.0118
O, 0.018, -0.0074, 0.0024
O, -0.0092, -0.0214, -0.0101
O, 0.0038, -0.0035, -0.0038
O, 0.0172, -0.0182, 0.0076
O, 0.002, 0.0062, 0.007
O, -0.0055, 0.009, -0.0142
O, -0.0136, 0.0077, -0.0253
O, -0.0024, -0.016, 0.0251
O, 0.009, 0.0016, 0.0108
O, 0.0013, 0.0128, -0.0194
O, 0.0032, 0.0015, -0.0106
O, 0.0023, 0.008, -0.0125
O, -0.0014, 0.0324, 0.0243
O, 0.0061, -0.0065, 0.0299
O, -0.0057, -0.0151, -0.0043
O, -0.0122, 0.0063, -0.0116
O, -0.0085, -0.0081, -0.0127
O, 0.0085, 0.0038, 0.0052
O, -0.004, 0.0024, 0.0187
O, -0.0202, 0.0008, -0.0085
O, -0.0132, 0.0019, -0.0059
O, 0.018, -0.0004, 0.0007
O, 0.0008, -0.0171, -0.0051
O, -0.0176, 0.0031, 0.0094
O, -0.0102, 0.019, 0.0206
O, -0.0115, 0.0025, 0.0138
O, 0.0094, -0.0046, 0.0012
O, -0.017, 0.0091, 0.0005
O, 0.0119, 0.0075, 0.0081
O, 0.0137, -0.0083, -0.0023
O, 0.0135, -0.0058, 0.0156
O, -0.0001, -0.023, -0.0033
O, 0.0092, -0.0101, -0.0072
O, 0.0092, 0.012, 0.0023
O, -0.0282, -0.0058, -0.0139
O, -0.0093, -0.0218, -0.0027
O, -0.016, 0.0134, 0.0166
O, -0.0194, 0.0002, 0.0193
O, 0.0001, -0.0012, -0.0001
O, -0.005, 0.0052, -0.0043
O, 0.0053, -0.0026, -0.0198
O, -0.0017, 0.0132, -0.0247
O, 0.0059, 0.0078, -0.0126
O, 0.013, -0.0077, -0.016
O, 0.0001, 0.0149, 0.0245
O, -0.0005, -0.0079, -0.0006

The program warned: the cutoff lies below the one the program advises for these potential files; the exchange-correlation potential is rough where the density is thin.
